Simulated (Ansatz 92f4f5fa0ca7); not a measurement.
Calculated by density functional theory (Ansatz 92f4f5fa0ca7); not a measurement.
Periodic cell of 253 atoms, Si144O109, from a study of silicon, its oxide and their interface. The atomic structure is a simulated model.
This geometry differs little from another in the collection (a relaxation step or a small displacement).

Settings
functional: r2SCAN
potential files: Ansatz PAW
basis: plane waves
wave-function cutoff: 800 eV
density cutoff ratio: 5
exchange-correlation grid ratio: 1
k mesh: 1 x 1 x 1, shifted by 0.5 0.5 0 of a step
self-consistency stop: 1e-10 eV per atom in the density residual
occupations: fixed
spin: none
net charge: 0

Cell vectors (angstrom)
a 10.88 0 0
b 0 10.88 0
c 0.7324 3.132 36.4798

Atoms and the computed forces on them: element, x, y, z (angstrom), force x, y, z (eV/angstrom)
Si 6.8781 2.7365 -2.039 0.0006 -0.0233 -0.0953
Si -0.0892 3.7358 22.7902 -0.0016 -0.0148 -0.1901
Si 3.7477 -0.3345 0.3502 0.0158 0.0133 -0.0423
Si 1.1368 0.3412 -9.0297 -0.0209 -0.027 -0.1718
Si 4.6437 5.6075 -4.9708 -0.0135 -0.022 -0.1857
Si -0.5039 3.6532 -4.0513 0.0111 0.0036 -0.1707
Si -0.9146 10.0361 -1.9762 -0.0143 0.0067 -0.0965
Si 4.2684 1.1927 -2.3401 0.0039 -0.0119 -0.1217
Si 4.4781 5.9421 0.0562 -0.0067 -0.0017 -0.0072
Si 6.1438 7.6624 0.285 0.0045 0.0095 -0.0361
Si 8.6603 10.684 20.4821 0.0019 -0.0188 -0.1254
Si 7.2811 3.0874 0.2256 -0.0032 0 -0.0005
Si -2.0077 4.8894 0.0825 0 0.0005 -0.0013
Si 2.0862 8.8246 0.2013 -0.0034 -0.0026 -0.0005
Si 10.1326 11.2501 0.0826 -0.0031 -0.0015 -0.0026
Si 0.8715 2.2195 0.1147 0.0043 0.0005 -0.0021
Si 2.8095 6.9144 1.392 0.0047 0.0017 0.0038
Si 5.3768 9.4532 1.5813 0.0005 -0.0013 0.0018
Si 2.6132 1.3534 1.4756 -0.0076 0.0006 0.0049
Si 5.4563 4.1378 1.3024 0.0027 0.0053 0.0036
Si 8.0389 6.7115 1.3436 0.0017 -0.0045 0.006
Si 11.0781 9.5838 1.4203 0.0027 0.0049 0.0059
Si 8.3079 12.197 1.3429 0.0044 0.0022 0.0048
Si -0.1345 4.0104 1.2778 -0.0045 -0.0023 0.005
Si 1.3146 5.4561 2.5494 -0.0001 0.0006 -0.0008
Si 4.0402 8.1484 2.9651 -0.0018 -0.0008 0.0005
Si 1.3846 0.005 2.9437 0.0008 -0.0015 0.0009
Si 4.0785 2.7593 2.6461 0.001 0 -0.0023
Si 6.7417 5.4263 2.8219 0.001 -0.0022 -0.0002
Si 9.548 8.1331 2.5718 0.0016 -0.0002 0.0001
Si 6.8683 10.8744 2.6843 0.0023 0.0021 -0.0006
Si 9.519 2.7017 2.8133 -0.0008 0.001 -0.0013
Si 2.6966 4.126 3.9764 0.0008 0.0004 0.0003
Si 5.4398 6.7858 4.2007 -0.0006 -0.0003 -0.0004
Si 2.717 -1.3572 4.2783 -0.0002 -0.0012 0.0016
Si 5.4581 1.3744 4.0239 0.0008 0.001 -0.0005
Si 8.1274 4.0603 4.1404 0.0007 0 0.0009
Si -0.0106 6.7833 4.0066 0.0003 -0.0006 0.0013
Si 8.2233 9.4966 4.0051 0.0013 0.0001 0.0012
Si -0.001 12.2671 4.1833 -0.0002 -0.0001 0.0006
Si 4.0256 5.4204 5.4406 0 -0.001 0.0017
Si 6.8556 8.185 5.4143 0.0004 0.0002 0.0019
Si 4.1415 0.0383 5.4885 0 0.0006 0.0005
Si 6.7672 2.6984 5.4764 0.0004 -0.0004 0.0006
Si -1.3525 5.4446 5.435 0.0006 0.0002 0.0013
Si 1.3092 8.1139 5.492 -0.0009 -0.0001 0.0018
Si -1.368 10.8523 5.4389 -0.0008 -0.0004 0.0016
Si 1.3994 2.772 5.4175 0.0002 0.0007 0.0018
Si 2.7072 6.7628 6.8326 -0.0002 -0.0003 0.0015
Si 5.5157 9.5231 6.802 0.0008 0.0004 0.001
Si 2.7252 1.404 6.7896 0.0005 0.0002 0.001
Si 5.376 4.0747 6.8013 -0.0001 -0.0003 0.001
Si 8.1643 6.829 6.7848 0.0011 0.0003 0.0008
Si -0.0344 9.5147 6.8211 0.0001 -0.0003 0.0012
Si 8.1627 1.3211 6.8003 -0.0004 -0.0005 0.0011
Si 0.0312 4.082 6.79 0.0012 0.0013 0.0009
Si 1.3622 5.4057 8.2014 0.0002 -0.0002 0.0023
Si 4.13 8.143 8.1217 0.0004 -0.0007 0.0007
Si 1.3534 0.023 8.128 0.0001 0.0003 0.0009
Si 4.0233 2.7494 8.1868 -0.0004 0.0008 0.0013
Si 6.763 5.4703 8.0999 0.0002 0.0007 0.0007
Si 9.4817 8.1838 8.1803 -0.0001 0.0003 0.0019
Si 6.8453 10.8591 8.1973 0.0002 -0.0003 0.0016
Si 9.5692 2.6744 8.1236 0.0009 -0.0007 0.0002
Si 2.6731 4.0494 9.6359 0.0007 0.0003 0.0007
Si 5.4489 6.7976 9.5592 0.0006 -0.0002 0.0021
Si 2.7501 9.5269 9.4022 0.0002 -0.0005 0.0005
Si 5.429 1.3716 9.4224 0.0012 0.001 0.001
Si 8.1714 4.0891 9.3476 0.0009 -0.001 0.0009
Si -0.0253 6.8039 9.454 0.0001 0.0008 -0.0016
Si 8.1924 9.5348 9.6266 0.0007 -0.0003 0.0014
Si 0.0278 1.3442 9.5862 0.0002 -0.0004 0.0011
Si 4.0645 5.4388 10.9359 -0.0004 -0.0018 0
Si 6.819 8.1541 10.9577 0.0001 0.0009 0.0001
Si 4.0748 10.905 10.7495 -0.0006 -0.0015 0.0009
Si 6.8123 2.7589 10.6674 0.001 0.0023 0.0012
Si -1.3842 5.4061 10.7421 -0.0007 0.0025 0.0016
Si 1.3679 8.1732 10.7175 0.0004 -0.0018 0.0015
Si 9.5824 10.8822 11.02 0.0013 0.0016 -0.0008
Si 1.3269 2.6757 11.0638 0.0002 -0.001 0.0009
Si 2.5971 6.8144 12.1696 0.0042 0.0015 -0.0009
Si 5.3836 9.5867 12.1688 -0.0006 -0.0009 0.0017
Si 2.8078 1.2492 12.3177 0.0011 0.007 0.0039
Si 5.5141 4.0286 12.1469 0.0001 0.0014 0.0009
Si -2.6458 6.7232 12.2168 -0.0037 -0.0036 0
Si 0.1752 9.4528 12.2771 -0.0015 0.0044 0.0025
Si 8.0942 1.4923 12.1438 -0.0006 -0.0045 0.0013
Si -0.1726 4.1025 12.2753 0.0029 -0.0046 0.0038
Si 0.8774 5.8314 13.5015 -0.0018 0.0035 0.0016
Si 3.6699 8.5109 13.3587 -0.0108 0.0157 -0.0295
Si 1.9615 -0.5662 13.6192 0.0024 -0.0047 -0.0018
Si 4.3218 8.0331 17.8804 0.006 0.0003 -0.1676
Si 7.1084 5.103 13.5003 0.0127 -0.0139 -0.0309
Si -0.7457 7.5567 13.3243 0.0024 -0.0028 0.0068
Si 6.3587 11.3848 13.3352 -0.0138 0.0095 -0.0394
Si -2.0341 3.2511 13.5333 -0.0043 0.0014 -0.0015
Si 4.9293 3.3394 -6.8636 0.0118 -0.0174 -0.1525
Si 2.6329 1.3199 -6.5322 -0.0119 0.0185 -0.178
Si -0.9518 8.0721 15.5333 0.0011 0.0026 -0.1097
Si -0.5663 1.615 20.4477 -0.0084 -0.0075 -0.139
Si 1.4262 9.0254 17.3791 -0.0203 0.0231 -0.1608
Si 3.3327 5.753 -2.0776 0.0176 -0.0092 -0.1157
Si 5.878 10.5474 -10.3995 -0.0074 -0.0458 -0.1486
Si 4.5509 1.9827 18.7028 -0.0049 0.0214 -0.1714
Si 4.1211 9.8544 22.0692 0 0.0065 -0.1701
Si 4.568 7.195 20.5626 -0.0089 0.011 -0.177
Si 6.9587 5.9285 21.5822 0.0019 -0.0137 -0.1322
Si 7.3937 8.2179 -2.421 -0.0207 0.0197 -0.1279
Si -0.6224 4.7223 -11.6111 -0.0109 -0.001 -0.1955
Si 8.5821 10.2943 -11.2979 0.0179 0.0226 -0.1815
Si -0.9692 6.0437 17.5898 0.0322 0.0068 -0.1613
Si 1.3109 0.5511 15.6294 -0.0035 -0.0065 -0.1111
Si -0.9677 2.7352 -9.1148 0.0062 0.0192 -0.1895
Si 8.4505 5.2282 -2.2365 0.0166 0.0044 -0.1012
Si -0.9694 6.6891 22.2333 -0.0013 0.0166 -0.1856
Si 4.4427 5.7534 23.0471 0.0202 0.0041 -0.1536
Si 7.5199 9.7187 15.6388 0.0092 0.0032 -0.1349
Si 2.9156 3.0774 22.8532 -0.0105 0.0104 -0.1702
Si -0.3543 8.1947 19.7427 0.0243 -0.0104 -0.1919
Si 5.705 7.2126 15.3385 0.0034 -0.0195 -0.1282
Si 6.3019 10.4399 18.3597 -0.0019 -0.0305 -0.162
Si 3.4276 10.1679 -4.3431 -0.002 0.0181 -0.1696
Si 1.7862 8.5295 -2.0974 0.0193 0.019 -0.1053
Si 7.8006 10.2846 -6.3615 0.0316 0.0056 -0.2129
Si 3.4083 6.8708 -9.9104 0.0044 0.001 -0.1986
Si 7.0217 1.711 -8.3803 0.0023 -0.0218 -0.1798
Si 2.4636 1.0587 20.6355 -0.0008 -0.0153 -0.1659
Si 6.7733 2.9587 20.5188 -0.0073 -0.0072 -0.169
Si 3.3566 2.999 16.1047 -0.0175 0.0029 -0.1481
Si -1.0338 2.4998 15.5086 0.014 0.0005 -0.1192
Si 5.7824 8.4069 -5.0883 0.0087 0.0062 -0.1549
Si 0.6253 3.7652 -6.7315 -0.0076 -0.0143 -0.1853
Si 4.6633 2.2489 13.426 0.0057 -0.0122 -0.0423
Si 2.9792 5.4689 -7.3625 -0.0058 0.0416 -0.1883
Si 6.1737 7.7159 -10.7649 0.0069 0.0155 -0.1683
Si 8.9905 3.1254 18.2887 0.009 0.0228 -0.19
Si 8.839 1.0804 -3.874 -0.0192 -0.0178 -0.1603
Si 6.8287 0.5116 22.553 0.0226 0.0078 -0.2125
Si 2.4306 4.9333 -11.9907 0.0353 -0.0128 -0.1736
Si 9.0484 7.4464 -10.679 -0.014 -0.0197 -0.143
Si -1.2076 9.4505 -8.6199 0.0055 -0.0174 -0.1909
Si 1.7291 2.9496 -1.9518 -0.0045 0.0001 -0.1045
Si 1.0641 4.9304 15.7426 0.0034 0.0045 -0.1073
Si 2.9248 9.7861 -11.047 0.0075 -0.0111 -0.1742
O 2.3188 0.7102 -8.0001 0.0425 0.0316 0.1219
O 5.6794 6.8068 -5.3316 0.0036 0.007 0.054
O 2.2942 6.9951 -2.3983 -0.0003 0.0084 0.0525
O 6.3149 8.2373 -1.2393 -0.0152 -0.0131 0.0679
O 0.9356 8.7291 18.8996 -0.0322 -0.0137 0.1077
O 4.3386 7.6453 14.5877 0.0277 -0.0193 0.0586
O 8.9644 8.7487 -11.6745 0.0019 -0.0103 0.0677
O 7.1465 4.4122 21.0826 0.0011 0.0359 0.0622
O 8.9121 2.3755 16.8446 -0.0209 0.0106 0.1294
O 5.5715 0.9496 17.9975 -0.0041 0.0086 0.0566
O 6.7908 8.3864 15.0749 0.0039 0.0127 0.0481
O 3.2108 6.7521 -8.3163 -0.0094 -0.042 0.1338
O 8.5319 9.2945 -2.0704 0.0192 0.0068 0.0427
O 1.4888 3.7653 23.0746 0.0062 0.0026 0.0601
O 6.0583 5.9132 22.9395 -0.0292 -0.0027 0.0748
O 7.2735 9.9779 17.1838 -0.0292 0.0205 0.1128
O 5.3159 2.4134 -2.3126 0.0123 0.0074 0.0464
O 7.7279 2.7407 19.2172 -0.0389 -0.006 0.0943
O 6.1154 6.7265 20.4528 0.0088 -0.0132 0.0645
O 0.5575 5.7262 17.0837 -0.0379 0.0145 0.0866
O 4.4098 0.2262 -1.0572 -0.0131 -0.0247 0.0768
O 0.6363 2.9964 -3.1351 0.0363 -0.0137 0.0916
O 2.8709 8.3238 -10.3726 0.0017 -0.0244 0.0645
O 6.1502 9.0426 -9.8051 0.0007 0.017 0.065
O 8.0277 6.7451 -2.6 0.0065 -0.0155 0.0446
O 7.2509 10.7057 19.6366 0.0454 0.0153 0.0973
O 2.5036 9.5164 -3.1869 -0.0378 -0.0392 0.0982
O 3.7496 9.1697 23.469 -0.029 -0.0386 0.1211
O 4.4873 2.8221 14.9635 -0.0224 0.0141 0.0819
O 2.8431 10.6526 21.5187 0.0245 -0.0251 0.0618
O 6.0966 8.2253 -12.3135 0.0023 -0.0122 0.1616
O 4.4947 0.3025 -3.6671 0.0049 0.0295 0.0813
O 8.0935 10.5056 22.0148 -0.0408 0.0029 0.1017
O -1.4018 9.4019 19.9334 -0.0202 0.0295 0.0602
O -1.2479 7.9521 -9.2491 0.0167 0.0381 0.0941
O -0.6134 2.5857 19.1252 0.0203 -0.0429 0.1008
O 2.7949 1.8298 -2.4269 -0.0151 0.0119 0.0533
O 4.0124 4.2944 -7.8034 0.0101 -0.0139 0.0709
O 6.3448 5.8116 14.8093 -0.0221 0.031 0.0566
O 2.508 9.6174 -12.6026 0.0177 -0.019 0.1225
O -1.2108 4.8189 -3.2078 -0.0364 0.0259 0.0791
O -0.7895 3.8279 -10.2887 -0.0106 -0.0588 0.1316
O 9.2676 4.1731 -12.7639 0.0313 0.03 0.1323
O -0.8335 0.2881 -3.1431 0.0198 -0.0337 0.0863
O 3.3042 1.112 19.2568 -0.0361 -0.0131 0.0969
O 8.9191 10.4193 -9.7094 0.0237 -0.0086 0.1178
O 7.357 0.6741 -7.2193 0.0112 -0.043 0.107
O 4.2943 5.5834 -3.3932 -0.0354 0.0089 0.1391
O 8.992 9.5356 -7.1687 -0.0521 0.0191 0.1233
O 1.5217 2.477 -6.3077 -0.0012 0.0034 0.061
O 0.8692 4.6349 -12.2183 -0.0179 0.0038 0.0607
O 1.8352 10.7799 -10.4107 -0.035 0.0329 0.103
O 4.9505 6.7495 -10.3855 -0.0254 -0.0072 0.0641
O 4.2744 8.994 -5.0616 -0.0142 0.0124 0.058
O 3.8932 7.0782 19.1086 0.0122 -0.0189 0.1196
O 6.2484 2.9595 -7.7076 -0.0341 0.0278 0.0745
O 7.7334 1.5536 -2.7799 -0.0288 0.0326 0.076
O 9.1878 6.864 16.3712 -0.0005 -0.035 0.0888
O -0.0624 7.5838 21.212 -0.0164 -0.0368 0.1203
O 7.216 4.2193 -2.6517 0.007 -0.0039 0.0584
O -0.9926 6.9915 18.8802 0.005 0.0398 0.1044
O 4.0318 3.0009 17.5645 0.0352 -0.0274 0.117
O 0.1174 1.5529 -9.3525 0.0034 0.0058 0.0598
O 7.0334 10.7192 -11.5333 -0.0198 0.0036 0.073
O 2.314 1.7905 15.8948 0.0137 0.0194 0.0485
O -0.4768 5.1602 22.1609 0.0073 -0.0167 0.0584
O 5.2787 2.7953 19.9076 0.0306 0.0172 0.0798
O 8.2447 0.0256 -4.9432 0.03 0.046 0.1275
O 6.5894 8.6673 -3.7278 0.0453 -0.011 0.1126
O 9.1095 9.4758 15.5438 -0.0177 0.0107 0.0475
O 0.1882 8.8599 -2.2764 0.0078 0.0031 0.0469
O 2.5583 0.1349 -5.4305 0.0237 -0.053 0.1098
O 9.4111 2.4388 -4.5504 -0.0026 -0.0013 0.0637
O 6.993 0.1115 14.8085 0.0211 -0.0292 0.0759
O 4.0534 4.1943 23.1071 -0.0062 -0.0107 0.0533
O 0.074 3.653 15.7548 0.0033 -0.0016 0.0552
O -0.6225 3.3711 -7.6743 0.0395 0.0266 0.1199
O 3.1996 3.5124 -12.185 -0.023 0.0319 0.0796
O 6.995 1.946 21.7749 -0.001 -0.0401 0.0956
O -0.5815 2.5548 21.7871 0.0186 0.0625 0.1129
O 4.3741 10.5015 -10.9697 0.0183 0.0076 0.0577
O -0.9218 6.2779 -11.2854 -0.0099 0.027 0.0588
O 8.3668 2.2495 -9.1094 -0.0239 -0.0078 0.0658
O 2.4382 4.4118 -1.8595 0.0019 0.0027 0.0404
O 2.6229 5.5969 -10.534 0.0165 0.0408 0.1141
O 6.0308 0.9169 -9.3981 0.0288 0.0589 0.1064
O 9.0958 4.7097 17.9787 -0.0149 -0.0236 0.0587
O 2.857 2.4366 21.3809 0.0091 0.0398 0.1034
O 6.6172 9.1938 -6.2277 -0.0355 -0.0292 0.086
O -0.1868 1.1201 15.313 -0.001 0.0072 0.0391
O 4.5355 8.7198 21.0294 -0.0051 0.0293 0.0789
O 0.4868 8.3174 16.2568 0.0356 0.0136 0.0825
O 3.2719 5.8572 -5.8193 0.0358 0.0082 0.1123
O 5.1643 9.2928 18.458 0.0048 0.0121 0.0565
O 5.2743 7.165 16.8921 -0.0297 0.0188 0.102
O 9.4028 0.4173 -12.2332 -0.04 -0.0295 0.1234
O 7.5346 6.8894 -10.5161 0.0078 -0.0025 0.052
O 5.2614 4.1902 -5.5087 0.004 0.0401 0.0889
O 2.5919 4.42 15.9303 0.0159 -0.0142 0.0459
O 3.7861 6.3003 21.6559 -0.0019 -0.0287 0.097
O 2.9556 8.5356 17.1676 0.0221 -0.0086 0.0606
O 8.3528 6.6898 21.7934 0.0165 0.0018 0.053
O 4.1128 1.9815 -6.5024 -0.0081 -0.0085 0.0535
O 0.0761 4.3868 -5.3596 -0.0335 -0.001 0.1278
O 1.3232 10.6009 17.0281 0.0018 -0.0311 0.0895
O 0.3117 9.9574 -8.452 0.0003 0.0024 0.0589
O 5.3698 10.8575 22.1412 0.0052 0.0057 0.0622
O 1.4811 4.894 -7.5093 -0.0078 -0.0178 0.0643
O 0.8862 0.9041 20.3616 0.0118 0.0074 0.0494

Results
free energy: -154282.242 eV
free energy less fixed offsets of O -570.45, Si -639.56 eV per atom: -6.552 eV

The program warned: the cutoff lies below the one the program advises for these potential files; the forces do not sum to zero within the program's tolerance; empty levels may hold ghost states of the PAW files; the exchange-correlation potential is rough where the density is thin.
